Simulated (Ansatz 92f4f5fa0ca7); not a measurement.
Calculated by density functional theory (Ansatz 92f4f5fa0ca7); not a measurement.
Periodic cell of 300 atoms, Si196O104, from a study of silicon, its oxide and their interface. The atomic structure is a simulated model.
Doubt: the cutoff is far below the 930 eV that the study's wrapper takes by default for these files, so forces and energies are approximate.

Settings: functional PBE; potential files Ansatz PAW; basis plane waves; wave-function cutoff 580 eV; density cutoff ratio 5; exchange-correlation grid ratio 1; k mesh 1 x 1 x 1, Gamma-centred; self-consistency stop 5e-08 eV per atom in the density residual; occupations fixed; spin none; net charge 0.

Cell vectors (angstrom)
a  11.6015  0  0
b  0  10.938  0
c  0  0  41.5648

Atoms and the computed forces on them: element, x, y, z (angstrom), force x, y, z (eV/angstrom)
Si  0  0  0.9665  0.0119  0.0005  -0.0093
Si  3.8672  0  0.9665  -0.0049  0.0638  -0.0035
Si  7.7343  0  0.9665  -0.0026  0.0078  -0.0116
Si  1.9336  1.3673  0.9665  -0.0033  -0.0662  0.0009
Si  5.8008  1.3673  0.9665  0.0075  -0.0461  -0.0054
Si  9.6679  1.3673  0.9665  -0.0067  -0.0912  0.0018
Si  0  5.469  0.9665  -0.006  0.0299  0.0072
Si  3.8672  5.469  0.9665  0.0094  0.0772  0.0112
Si  7.7343  5.469  0.9665  -0.0066  0.0331  -0.0114
Si  1.9336  6.8362  0.9665  -0.0025  -0.0561  0.0112
Si  5.8008  6.8362  0.9665  0.0043  -0.0016  -0.0006
Si  9.6679  6.8362  0.9665  -0.0034  -0.032  0.0134
Si  1.9336  2.7345  40.5977  0.0125  0.0676  -0.0147
Si  5.8008  2.7345  40.5977  0.0014  0.0538  -0.0164
Si  9.6679  2.7345  40.5977  0.0029  0.087  -0.0169
Si  0  4.1018  40.5977  0.0057  0.0111  0.034
Si  3.8672  4.1018  40.5977  0.0008  -0.0195  0.0392
Si  7.7343  4.1018  40.5977  0.0111  -0.0344  0.0006
Si  1.9336  8.2035  40.5977  0.0131  0.0503  -0.0127
Si  5.8008  8.2035  40.5977  -0.0014  0.0036  -0.0022
Si  9.6679  8.2035  40.5977  0.0038  0.0031  0.0201
Si  0  9.5708  40.5977  -0.0079  -0.0259  -0.017
Si  3.8672  9.5708  40.5977  0.0204  -0.0661  -0.0091
Si  7.7343  9.5708  40.5977  0.0061  -0.0253  -0.0074
Si  0  0  4.8337  -0.0536  0.0657  -0.3568
Si  3.8672  0  4.8337  -0.0987  0.1369  -0.0758
Si  7.7343  0  4.8337  0.0028  0.108  -0.3079
Si  1.9336  1.3673  4.8337  0.017  0.0272  0.2238
Si  5.8008  1.3673  4.8337  -0.0693  0.048  0.1278
Si  9.6679  1.3673  4.8337  0.0158  -0.0975  0.296
Si  0  5.469  4.8337  -0.0549  -0.0658  0.1646
Si  3.8672  5.469  4.8337  0.0212  -0.0122  0.4119
Si  7.7343  5.469  4.8337  0.0477  -0.0352  0.0233
Si  1.9336  6.8362  4.8337  0.0395  -0.1857  -0.0855
Si  5.8008  6.8362  4.8337  -0.1674  -0.1002  -0.3036
Si  9.6679  6.8362  4.8337  0.008  -0.2883  -0.194
Si  1.9336  2.7345  2.9001  -0.0274  0.0625  0.0146
Si  5.8008  2.7345  2.9001  -0.0017  0.021  -0.0092
Si  9.6679  2.7345  2.9001  -0.0118  0.1176  0.0538
Si  0  4.1018  2.9001  0.0203  -0.0402  0.0173
Si  3.8672  4.1018  2.9001  -0.0135  -0.1376  0.077
Si  7.7343  4.1018  2.9001  -0.0329  0.0023  -0.019
Si  1.9336  8.2035  2.9001  -0.0166  0.0544  -0.0164
Si  5.8008  8.2035  2.9001  0.0044  -0.0282  -0.0525
Si  9.6679  8.2035  2.9001  -0.0008  0.0504  0.0027
Si  0  9.5708  2.9001  -0.0038  0.0332  -0.0392
Si  3.8672  9.5708  2.9001  0.0031  -0.076  0.0258
Si  7.7343  9.5708  2.9001  -0.0216  0.0262  -0.0434
Si  -1.997  1.2469  30.8169  -0.0119  0.1979  -0.4637
Si  5.8605  1.5413  30.9343  -0.0576  0.4225  -0.2027
Si  11.6895  0.217  30.9169  0.0537  -0.3375  -0.4018
Si  2.0967  1.484  30.7675  -0.0686  0.4313  -0.4702
Si  4.0289  0.1153  30.8193  0.2918  -0.1903  -0.3869
Si  7.6397  0.0095  31.0352  -0.0788  -0.2393  -0.2727
Si  -0.3701  5.6116  31.2789  0.0959  -0.1417  -0.0535
Si  5.7924  7.0469  30.9992  -0.0288  0.2284  -0.3367
Si  7.6297  5.6537  30.6781  -0.0855  -0.4267  0.41
Si  1.422  6.9898  30.7639  0.2488  0.251  -0.5126
Si  4.0344  5.5398  31.0049  0.0321  -0.5902  -0.1218
Si  10.8172  4.5443  28.4096  0.0225  0.0895  -0.3844
Si  2.0084  2.7456  32.7912  -0.015  0.2421  0.2321
Si  5.8524  2.9173  32.8401  -0.0018  0.2818  0.0638
Si  9.6527  2.7674  32.7056  0.0441  -0.0308  0.329
Si  0.0288  4.0665  32.948  -0.118  -0.2879  0.19
Si  3.8436  4.2245  32.9608  0.2218  -0.141  -0.0568
Si  7.8381  4.2866  32.7649  -0.083  0.188  -0.1466
Si  1.9802  8.2626  32.7433  -0.066  -0.1001  0.1209
Si  5.8425  8.2867  32.9359  0.0573  0.181  0.1398
Si  9.884  8.1087  32.889  -0.1235  -0.1985  -0.22
Si  0.0703  9.6647  32.8087  0.2356  0.0105  0.1278
Si  3.9173  9.6612  32.7548  -0.0094  -0.1288  0.2081
Si  7.8623  9.4845  32.8503  -0.0806  -0.053  0.2265
Si  0.0186  0.0445  34.7874  -0.0538  0.1283  -0.1063
Si  3.9028  0.0367  34.751  -0.0303  0.1128  -0.1006
Si  7.7928  -0.0192  34.7628  0.1242  0.1236  0.0413
Si  1.968  1.4044  34.7666  -0.039  -0.1508  -0.0834
Si  5.8625  1.4002  34.7377  -0.0064  -0.0083  -0.199
Si  9.6761  1.4209  34.7305  -0.0134  -0.1453  -0.1778
Si  0.0325  5.4667  34.863  0.0216  0.0527  -0.077
Si  3.871  5.5363  34.8801  0.0068  0.0597  -0.0582
Si  7.8018  5.5248  34.7924  -0.0399  0.0499  -0.172
Si  1.9401  6.8931  34.7514  -0.0001  -0.0092  -0.0599
Si  5.8361  6.8568  34.8212  -0.0477  -0.0747  -0.03
Si  9.73  6.8967  34.877  0.0277  -0.2819  0.1555
Si  1.9612  2.7322  36.7321  -0.0361  0.0855  -0.0676
Si  5.8257  2.7347  36.7158  0.0743  0.0245  -0.0753
Si  9.6832  2.7371  36.7181  -0.0126  0.0795  -0.1164
Si  0.0277  4.0882  36.7649  0.0001  0.0066  -0.0124
Si  3.887  4.1029  36.7494  -0.0135  -0.0236  -0.0272
Si  7.7551  4.1182  36.7111  0.0194  -0.0142  0.0307
Si  1.9464  8.2256  36.713  -0.0195  0.0585  -0.0132
Si  5.8201  8.2216  36.7434  -0.0166  0.0633  -0.0118
Si  9.6839  8.2447  36.7825  0.0559  0.1423  -0.0356
Si  0.0181  9.6012  36.7248  -0.0041  -0.016  -0.0109
Si  3.8876  9.5962  36.7057  -0.0056  -0.0648  -0.0599
Si  7.7461  9.5946  36.7343  -0.0015  -0.0346  -0.0934
Si  0  0  38.6641  0.0374  0.1415  0.0102
Si  3.8672  0  38.6641  -0.0036  0.096  -0.0852
Si  7.7343  0  38.6641  0.0001  0.1361  0.0666
Si  1.9336  1.3673  38.6641  0.0353  -0.101  0.0125
Si  5.8008  1.3673  38.6641  0.0366  -0.0067  -0.0644
Si  9.6679  1.3673  38.6641  -0.0031  -0.0579  -0.0807
Si  0  5.469  38.6641  0.0215  0.0578  0.146
Si  3.8672  5.469  38.6641  0.0439  0.0443  0.1474
Si  7.7343  5.469  38.6641  -0.0005  0.0421  -0.0831
Si  1.9336  6.8362  38.6641  0.0039  0.0349  -0.1772
Si  5.8008  6.8362  38.6641  0.0098  0.0001  0.0236
Si  9.6679  6.8362  38.6641  0.0181  -0.0518  0.1718
Si  1.9178  2.7376  6.8045  0.0288  0.0268  -0.1171
Si  5.7736  2.7337  6.7908  0.0313  -0.0246  -0.0558
Si  9.6508  2.6976  6.8303  -0.0068  0.0281  0.0884
Si  -0.0272  4.0882  6.795  0.0173  -0.0373  0.0133
Si  3.8358  4.1145  6.8572  -0.0168  -0.0084  0.1433
Si  7.7267  4.0648  6.7475  0.0441  0.0045  -0.0797
Si  1.9049  8.1873  6.7522  -0.0834  0.1462  0.0665
Si  5.7362  8.2312  6.7008  -0.0438  0.0333  -0.0439
Si  9.642  8.1727  6.744  0.0113  0.068  0.0835
Si  -0.0272  9.5259  6.6873  0.0307  -0.0394  -0.001
Si  3.8082  9.6  6.7707  -0.0401  -0.1464  0.022
Si  7.7108  9.5029  6.6721  -0.0276  0.0113  0.0656
Si  0.0013  -0.0303  8.5481  -0.0051  0.0245  0.0014
Si  3.8237  0.0129  8.7283  0.0911  0.0958  0.0573
Si  7.7126  -0.1636  8.6081  0.2291  -0.0763  0.1018
Si  1.8565  1.4104  8.7618  -0.0625  -0.0215  0.0668
Si  5.8004  1.285  8.6716  -0.096  0.0345  0.1035
Si  9.6172  1.2266  8.7539  0.0047  0.036  0.1202
Si  -0.108  5.4305  8.7528  0.1281  0.055  0.0149
Si  3.7773  5.5391  8.8466  -0.1192  -0.0493  0.0083
Si  7.6658  5.4535  8.6292  0.0604  0.0286  0.0227
Si  1.8333  6.8685  8.7184  0.0521  -0.0138  0.2347
Si  5.7474  6.8242  8.5512  0.0083  -0.0482  -0.0545
Si  9.6237  6.8457  8.6944  -0.0633  -0.1533  -0.0056
Si  1.2954  2.4377  10.8973  0.1  -0.1322  0.1053
Si  6.029  2.2369  10.8302  -0.6326  -0.2224  0.2772
Si  9.2093  3.7466  11.8431  -0.2841  -0.0908  0.7899
Si  -0.2705  4.3759  10.9129  0.3109  0.415  -0.2908
Si  3.1861  3.1855  12.1414  -0.1661  0.0349  0.0695
Si  7.2502  4.3066  10.6654  -0.0282  -0.0732  -0.2074
Si  2.0456  8.2832  10.6695  -0.2986  0.1751  -0.3207
Si  5.9015  8.0447  10.516  0.1105  -0.1909  0.0523
Si  9.9425  8.1108  10.6723  -0.09  0.2785  -0.1545
Si  0.1145  9.6411  10.4833  0.2049  -0.0873  -0.2182
Si  4.0373  9.4787  10.5698  -0.0366  0.2237  0.2513
Si  7.8187  9.3871  10.5808  0.1606  0.1027  0.0612
Si  1.2398  0.1114  14.6521  -0.2077  -0.0531  0.1338
Si  4.1931  -0.6477  13.5817  0.1796  -0.0362  0.1083
Si  7.4734  0.4954  11.7176  0.1047  -0.042  0.071
Si  -0.0075  0.6256  11.8069  -0.0798  -0.0024  0.3895
Si  6.8418  0.7522  13.9173  0.4953  0.0445  0.1092
Si  9.5055  1.5603  11.1804  -0.2603  -0.4203  -0.2295
Si  -0.3755  6.4796  12.1059  0.0255  -0.2043  0.4435
Si  3.5627  5.3434  11.3092  0.307  -0.4989  -0.1886
Si  5.8383  5.9407  11.6351  -0.1825  0.3902  0.5148
Si  2.0656  6.7493  12.4701  0.0342  0.1944  0.7371
Si  6.7052  6.0409  14.7557  -0.0074  0.1425  0.0636
Si  9.6355  6.7727  14.8402  0.022  0.1626  0.3424
O  7.1411  4.6065  15.401  0.0102  -0.0258  -0.0375
O  5.3095  6.6238  15.3871  -0.0384  -0.0351  -0.0694
O  7.9381  11.0577  14.9901  -0.1361  0.1118  -0.0668
O  2.755  10.7185  14.1803  0.1287  0.0391  -0.0856
O  8.9917  3.7701  13.5498  0.1779  0.0661  -0.5651
O  2.6214  3.1939  13.7335  0.3155  0.0552  -0.4395
O  1.21  1.589  15.3849  0.038  -0.0689  -0.0505
O  10.2902  8.2291  15.1932  0.0313  -0.0824  -0.124
O  12.4093  9.7489  15.5457  0.1452  0.2293  -0.0992
O  10.1993  5.6155  15.8703  -0.0761  -0.0396  -0.1462
O  5.3169  0.3076  14.2634  -0.2596  -0.1068  -0.1407
O  2.8647  6.8923  13.9991  -0.2963  0.0032  -0.4817
O  10.6873  4.5867  30.0492  -0.0192  0.1311  0.5049
O  0.074  -0.5527  29.4332  0.0568  0.1522  0.212
O  2.7111  6.1162  30.2045  -0.1846  0.1243  0.2963
O  7.248  10.037  29.6735  0.0196  0.0879  0.2276
O  5.6716  7.8821  29.555  -0.0075  0.0605  0.1468
O  -0.7241  1.2752  26.9346  -0.0334  -0.0326  0.1179
O  9.4354  1.6324  29.1901  0.0625  -0.1177  0.4535
O  7.2535  4.416  29.6616  -0.015  -0.122  -0.0915
O  5.8878  2.2441  29.3582  0.0269  -0.161  0.1431
O  2.2593  2.5457  29.4542  0.0379  -0.373  0.6268
O  -1.4196  6.7948  31.8395  -0.1586  0.2966  0.2965
O  10.0004  8.4887  28.6582  -0.022  0.0218  0.1275
Si  11.6818  5.1284  19.6194  0.0379  0.0333  -0.2033
Si  4.0631  7.5856  14.8933  -0.0101  0.0892  0.101
Si  9.5795  1.9927  27.6191  0.1065  0.0065  -0.2543
Si  9.9016  3.8761  21.7753  0.1133  0.0419  0.1085
Si  9.6502  9.6063  20.861  0.0343  0.1213  -0.1152
Si  0.1346  5.4744  16.4407  -0.0331  0.1274  0.0045
Si  12.185  3.9952  24.0337  0.013  -0.0033  0.1057
Si  1.8744  11.1786  18.8892  -0.0491  -0.008  -0.0057
Si  8.4447  7.1419  25.6063  -0.0008  0.1262  -0.1116
Si  4.5667  7.3502  20.1444  -0.1159  0.0898  -0.049
Si  11.5844  8.4885  16.1587  -0.1675  -0.2096  0.1469
Si  5.9906  10.94  21.3032  -0.0775  0.0278  -0.0893
Si  1.201  9.3422  25.7746  0.2099  0.0938  -0.0601
Si  2.9033  8.17  22.5663  -0.0168  -0.0051  0.2727
Si  6.4375  9.3998  25.8376  0.0148  -0.0365  -0.2622
Si  11.3228  6.9496  24.3876  0.0564  0.0401  0.1707
Si  7.9534  3.3451  14.7528  0.0205  -0.2406  0.0438
Si  3.8098  7.8458  25.4185  0.0122  0.1217  0.0775
Si  3.8132  9.0827  17.6024  0.0625  0.1446  0.1387
Si  3.6184  2.5688  17.802  0.0293  -0.0689  0.1199
Si  2.8675  0.0809  21.8934  -0.0367  0.001  -0.0196
Si  -0.0276  8.9564  28.6953  -0.0631  -0.078  -0.2325
Si  7.5354  5.5511  23.1322  -0.0071  -0.0029  0.2775
Si  13.6234  3.1422  27.9631  -0.0453  -0.0157  -0.476
Si  5.827  3.8655  29.1037  -0.0549  0.2007  -0.0484
Si  8.4615  11.8344  16.3452  0.0228  -0.0756  -0.0985
Si  4.3506  4.996  26.692  -0.0698  0.0886  -0.2435
Si  3.1997  4.4885  20.0623  -0.0317  -0.1179  -0.135
Si  5.8776  0.3741  18.1035  0.048  0.0409  -0.1245
Si  7.0969  8.0611  21.3083  -0.0388  -0.0063  0.0235
Si  5.8783  9.4126  29.019  0.2535  -0.0986  -0.2542
Si  7.5235  12.2824  25.3211  -0.1718  -0.1136  -0.0548
Si  5.546  3.5335  24.237  0.0177  0.019  0.1958
Si  3.0732  13.8024  22.6957  -0.0494  -0.0309  0.1049
Si  1.9877  3.0425  15.2414  -0.1281  0.1441  0.1411
Si  8.5233  1.1384  22.4417  -0.0437  -0.0526  0.2087
Si  0.6068  1.4381  26.0038  0.0489  -0.0648  0.0385
Si  9.3441  7.0205  28.3984  -0.0207  0.0116  -0.3594
Si  0.0644  7.5361  21.48  0.0414  -0.0305  0.0833
Si  10.5809  10.4342  18.1322  0.0302  -0.0329  -0.1925
O  6.1582  9.3718  27.4268  -0.1058  -0.0133  0.3753
O  3.4664  8.2527  16.2537  0.0266  -0.0381  -0.129
O  11.9275  2.677  24.9688  -0.001  0.0399  -0.0012
O  3.7893  3.9392  18.6483  -0.0206  0.0802  0.052
O  6.5096  9.4905  21.8293  0.0271  -0.0606  0.036
O  6.5978  10.9406  25.3517  0.0287  0.0446  -0.011
O  2.5668  9.747  22.8742  0.0077  0.0118  -0.1114
O  6.368  4.4159  23.1394  0.0448  0.0158  -0.1158
O  12.0256  9.109  27.1617  -0.091  -0.0354  0.2058
O  8.5869  12.2033  24.076  0.0845  0.0228  -0.1058
O  8.2945  1.531  26.7398  -0.0396  0.0144  0.126
O  6.9558  12.0674  21.9743  0.0245  -0.011  -0.0437
O  10.0258  7.2375  25.3008  -0.0015  -0.0547  0.0141
O  7.3433  0.6727  17.4931  -0.1178  -0.0005  0.1091
O  9.7269  3.625  27.6154  -0.0749  0.0516  0.118
O  9.8607  11.2229  16.8953  0.0528  0.0088  0.0638
O  12.3538  7.0209  16.3053  0.0509  -0.0119  -0.0067
O  3.2975  7.3624  23.934  -0.0256  -0.0252  -0.139
O  4.1113  8.1608  21.4824  0.0884  0.0056  -0.0238
O  11.1581  9.0505  21.1493  0.0072  -0.0103  0.0477
O  4.0296  5.8451  20.3312  0.0597  -0.0125  0.0234
O  2.1111  3.9318  23.4653  0.016  0.0407  -0.0298
O  4.7176  4.5433  25.1881  -0.0019  0.0086  0.007
O  3.9977  6.6025  26.4887  0.0508  -0.149  0.0959
O  9.2468  2.3952  21.7257  0.0147  0.0355  -0.0722
O  3.233  3.0059  16.2868  0.0435  -0.0241  -0.0616
O  8.6892  2.4784  15.9476  -0.0268  0.1692  -0.0788
O  10.8941  6.9678  22.8097  -0.0268  -0.0103  -0.1757
O  2.5525  10.0697  17.9091  0.0596  -0.0636  -0.0351
O  3.9351  8.0135  18.8118  0.0128  -0.083  0.006
O  12.2695  4.0269  27.9655  -0.0352  0.0592  0.1727
O  0.9943  4.3253  15.6195  0.1329  -0.1073  -0.1041
O  5.1715  9.9898  17.4306  -0.0435  -0.0386  -0.024
O  11.4061  6.647  20.1456  -0.0338  0.0285  0.0694
O  12.5678  -0.0224  25.3303  -0.0482  0.0061  0.0465
O  4.5575  4.3429  30.0008  -0.0079  -0.0338  -0.0102
O  2.2718  1.4426  22.5642  0.0204  -0.0079  -0.0405
O  4.9913  1.7068  17.8138  -0.0354  0.0169  -0.0398
O  6.5465  2.6222  25.1242  0.0488  0.023  -0.0068
O  1.8825  1.8713  26.9338  0.0386  0.0399  0.1688
O  9.5622  10.3002  19.3852  -0.0809  -0.0458  0.172
O  11.8833  11.2638  18.6218  0.0473  0.0569  0.0384
O  8.2316  6.9068  27.2084  0.0193  0.0085  0.2283
O  2.1847  10.78  20.433  0.001  -0.0225  0.0521
O  1.6445  7.4602  21.8366  -0.048  0.0055  -0.1158
O  5.1922  8.645  25.1243  0.0439  -0.0079  0.0033
O  6.1954  7.4859  20.0625  0.0553  -0.0275  0.0114
O  5.6276  4.5657  27.6294  0.1512  -0.1693  0.2338
O  11.9804  5.4751  24.7506  -0.0107  -0.0367  -0.0606
O  2.772  8.959  26.0242  -0.0909  0.0001  -0.0171
O  1.588  4.6955  20.0417  0.0067  -0.0093  0.056
O  3.5098  3.4148  21.2339  0.0458  0.0292  -0.0195
O  7.0346  6.9497  22.4866  -0.0085  0.0541  -0.0926
O  7.7693  8.5994  25.3211  -0.0169  -0.0358  0.0638
O  9.2796  10.7043  21.9985  0.0113  -0.0409  -0.002
O  11.14  3.8888  22.8136  -0.0766  -0.0218  -0.1118
O  2.4396  1.7176  18.5341  -0.0113  0.035  -0.0132
O  4.4672  0.2813  21.7402  0.0802  0.0306  0.0188
O  7.8573  5.9099  24.7086  -0.0142  -0.0383  -0.0603
O  11.0534  8.9457  17.6356  0.0013  0.0273  0.0224
O  6.0637  0.0836  19.6828  0.0275  -0.0339  0.1086
O  4.4456  2.5905  23.5186  -0.0513  -0.0043  -0.0576
O  10.5226  4.1892  20.2907  -0.0723  -0.0308  0.0261
O  0.006  5.0387  17.9971  0.0096  -0.036  0.1454
O  8.6408  8.3216  20.8625  -0.0451  -0.0393  -0.013
O  8.7907  4.9646  22.2775  0.0357  -0.0319  -0.0967
O  12.2685  8.2598  24.6638  -0.0005  -0.0712  -0.0603
O  3.1083  4.1685  27.3299  -0.0033  -0.0716  0.1726
O  4.6619  -2.1664  13.9492  -0.0197  -0.0473  -0.1181
O  4.143  -0.5257  11.965  0.0015  0.0328  -0.3352
O  4.6063  2.3872  11.7943  0.2307  -0.1399  -0.2973
O  -1.4586  6.3249  13.3634  0.1352  -0.0019  -0.37
O  8.0223  6.9953  14.9739  -0.0107  -0.0652  -0.1386
O  -1.0032  6.0759  27.9276  0.0471  0.0173  0.1388
O  4.5095  -0.6958  29.3945  -0.3158  0.1718  0.3785
O  6.4268  -5.0323  13.1754  -0.0517  -0.015  -0.2591
O  11.7937  11.1598  13.416  -0.0863  0.1712  -0.4435
O  6.799  2.386  14.1057  -0.0195  0.0122  -0.0192
O  8.6804  6.5506  29.7935  -0.223  0.0451  0.0812
O  0.9591  -3.0103  29.4858  0.0664  -0.0298  0.2008

Results
free energy: -183743.543 eV
free energy less fixed offsets of O -568.88, Si -635.61 eV per atom: -0.463 eV

The program warned: the cutoff lies below the one the program advises for these potential files; the exchange-correlation potential is rough where the density is thin.
